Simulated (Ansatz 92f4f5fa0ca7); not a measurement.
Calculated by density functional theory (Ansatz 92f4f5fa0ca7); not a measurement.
Periodic cell of 224 atoms, Si128O64H32, with a vacuum gap, from a study of silicon, its oxide and their interface. The atomic structure is a simulated model.

Settings: functional r2SCAN; potential files Ansatz PAW; basis plane waves; wave-function cutoff 800 eV; density cutoff ratio 5; exchange-correlation grid ratio 1; k mesh 1 x 1 x 1, shifted by 0.5 0.5 0 of a step; self-consistency stop 1e-11 eV per atom in the density residual; occupations fixed; spin none; net charge 0; applied field sawtooth along c, amplitude -0.015 V/angstrom in the program's sign convention, ramp centred at 0.9877 of c and 0.0246 of c wide, no dipole correction.

Cell vectors (angstrom)
a  10.888  0  0
b  0  10.888  0
c  0  0  40.6956

Atoms and the computed forces on them: element, x, y, z (angstrom), force x, y, z (eV/angstrom)
Si  0.0671  -0.0606  25.8328  -0.0064  0.0034  -0.0106
Si  2.9748  2.6032  25.6348  -0.0027  0.0043  -0.0154
Si  -0.2456  5.7844  25.5306  -0.002  -0.0054  -0.0193
Si  2.4319  8.7995  25.454  0.004  0.0068  -0.0244
Si  5.1814  0.3943  25.6787  0.0029  -0.0032  -0.0141
Si  7.8669  3.2877  25.8704  0.0049  -0.0021  -0.0146
Si  5.6  5.3682  25.8298  -0.006  0.0006  -0.0159
Si  8.5032  8.0823  25.6329  -0.0017  0.0093  -0.0146
Si  1.3501  1.5134  26.9825  -0.0029  -0.0019  0.001
Si  4.0747  4.1227  27.0542  0.0055  0.0012  -0.0007
Si  1.4101  6.9686  26.7309  0.0024  -0.0009  -0.0025
Si  4.0121  9.717  26.959  -0.0014  0.0022  0.004
Si  6.783  1.5135  26.9782  0.0027  0.0019  0.001
Si  9.5076  4.3674  27.09  -0.0044  -0.0023  0.001
Si  6.852  6.9704  26.9661  -0.001  -0.0016  0.0027
Si  9.5353  9.5551  27.1281  0.0042  0.0006  -0.0083
Si  -0.0344  2.8656  28.3165  -0.0005  0.0039  -0.0129
Si  2.6778  0.1292  28.3866  0.001  0.004  -0.0077
Si  0.0809  8.1888  28.3495  -0.0116  0.0027  -0.0176
Si  2.6697  5.5678  28.2296  -0.0013  -0.0071  -0.0142
Si  5.4376  2.7906  28.4302  -0.0051  -0.0002  -0.0186
Si  8.1145  0.0881  28.329  -0.0012  -0.0017  -0.017
Si  5.4063  8.2978  28.2612  0.0006  0.0055  -0.0149
Si  8.1516  5.654  28.4564  0.0024  -0.0007  -0.0144
Si  1.3458  4.1977  29.6637  -0.0018  0.0027  -0.0017
Si  4.0703  1.4249  29.7562  0.007  0.0009  -0.001
Si  1.3781  9.5789  29.7119  0.0052  0.0023  0.0137
Si  4.0767  6.8725  29.6129  -0.0004  0.0015  0.0147
Si  6.8179  4.1718  29.7297  0.003  -0.0047  0.0063
Si  9.5199  1.4333  29.6603  0.0019  0.0057  0.0013
Si  6.7588  9.6101  29.6834  0.0062  0.0063  0.0075
Si  9.5742  6.9148  29.7725  0.0078  -0.0003  0.0031
Si  -0.0245  0.0373  31.0292  -0.0292  0.0065  0.0311
Si  2.6906  2.8003  31.0489  -0.0036  0.0051  0.0168
Si  -0.008  5.4792  31.0888  -0.0049  -0.0132  0.0136
Si  2.7427  8.1945  31.0373  -0.0104  0.0114  0.0296
Si  5.4178  0.0317  31.0877  -0.0163  -0.001  0.0148
Si  8.1681  2.763  31.0548  -0.0014  0.0039  0.0143
Si  5.4105  5.5042  31.033  -0.0079  -0.0104  0.0312
Si  8.1498  8.2542  31.0582  -0.0089  0.0051  0.0139
Si  1.3532  1.3723  32.3876  0.0506  0.0266  0.1739
Si  4.0824  4.1146  32.4097  -0.0028  -0.0132  0.1766
Si  1.3892  6.8209  32.4058  -0.0147  -0.0125  0.1798
Si  4.089  9.5174  32.4305  0.0298  0.0264  0.1806
Si  6.8139  1.3768  32.4092  0.0106  0.0076  0.1766
Si  9.5386  4.0792  32.4314  0.0187  0.0204  0.1725
Si  6.8064  6.8257  32.3907  0.0281  0.0197  0.1794
Si  9.5225  9.5702  32.4219  0.0194  -0.0026  0.1818
Si  -0.0061  2.6807  33.7742  0.038  0.175  0.3161
Si  2.7013  -0.019  33.7574  0.1008  0.0942  0.2168
Si  0.0059  8.1595  33.7462  -0.0064  0.1103  0.2635
Si  2.7117  5.4326  33.7761  0.1201  0.0991  0.3303
Si  5.4368  2.7113  33.7563  0.0352  0.128  0.2494
Si  8.1562  0.0055  33.7806  0.0835  0.0749  0.3463
Si  5.4453  8.1391  33.7765  0.055  0.1444  0.3147
Si  8.1463  5.4276  33.7576  0.142  0.0622  0.2323
Si  1.38  4.0106  6.9219  -0.1149  -0.12  -0.349
Si  4.0878  1.315  6.9152  -0.0528  -0.1158  -0.2686
Si  1.3605  9.4871  6.944  -0.044  -0.1229  -0.1905
Si  4.0911  6.7552  6.9399  -0.1196  -0.1029  -0.3319
Si  6.8137  4.0287  6.9393  -0.0809  -0.1294  -0.219
Si  9.5327  1.3157  6.9575  -0.0809  -0.1135  -0.2865
Si  6.8202  9.4853  6.9243  -0.0482  -0.0888  -0.3774
Si  9.5578  6.7542  6.8979  -0.0345  -0.0843  -0.3254
Si  -0.0146  -0.0728  8.3177  -0.0014  0.0049  -0.1706
Si  2.7289  2.6395  8.298  -0.0283  -0.0219  -0.1836
Si  -0.0156  5.3235  8.2563  -0.01  -0.0066  -0.1932
Si  2.7183  8.0927  8.2966  -0.0313  -0.0152  -0.1618
Si  5.436  -0.0705  8.2709  -0.0096  -0.0004  -0.1837
Si  8.1731  2.6519  8.3206  -0.0353  -0.0194  -0.1754
Si  5.4166  5.344  8.2872  -0.0128  -0.014  -0.1753
Si  8.205  8.108  8.2461  -0.0212  -0.0105  -0.1949
Si  1.3648  1.2726  9.6583  0.0104  -0.0029  -0.0147
Si  4.0918  3.9522  9.6948  0.0109  0.0079  -0.0274
Si  1.3724  6.6321  9.587  0.0164  0.0037  -0.0087
Si  4.1021  9.4427  9.6477  0.013  -0.0085  -0.0245
Si  6.8082  1.2485  9.6412  0.0073  -0.0061  -0.0154
Si  9.5627  3.9677  9.6976  0.0188  -0.0031  -0.0293
Si  6.8614  6.6884  9.5295  0.0045  0.0037  -0.01
Si  9.5333  9.4211  9.6817  0.01  -0.0085  -0.0265
Si  0.045  2.5922  11.0953  0.0026  -0.0024  -0.0063
Si  2.6985  -0.1138  11.0054  -0.0035  0.004  -0.0071
Si  -0.0057  7.9247  10.9298  0.0031  -0.0045  -0.0048
Si  2.6839  5.2906  11.0283  -0.0114  0.0056  -0.0072
Si  5.466  2.5566  11.0427  0.0008  -0.01  -0.0065
Si  8.1318  -0.113  11.0379  -0.0102  -0.0016  -0.0087
Si  5.5413  8.0197  10.8731  0.0005  -0.0042  -0.0065
Si  8.1239  5.3267  10.9608  -0.0071  0.0064  -0.0073
Si  1.3961  3.9332  12.5435  0.0021  -0.001  0.0128
Si  4.0801  1.2012  12.4113  0.0015  -0.0018  0.0151
Si  1.3879  9.2379  12.2373  0.0016  -0.0033  0.0192
Si  4.2261  6.6257  12.1765  0.0043  0.0004  0.0146
Si  6.8472  3.9421  12.3737  0.0027  0.0005  0.0132
Si  9.5167  1.2176  12.4215  0.0048  -0.0059  0.0138
Si  6.812  9.309  12.3607  0.0008  -0.0029  0.015
Si  9.4866  6.615  12.3373  0.0027  -0.0002  0.0169
Si  -0.2571  -0.5657  13.4654  0.0042  0.0055  -0.0148
Si  3.0767  2.8005  13.8365  0.0005  0.0017  -0.0341
Si  -0.2836  5.1012  13.734  0.0008  0.001  -0.0263
Si  3.098  8.1252  13.4897  -0.0058  -0.0011  -0.0186
Si  5.202  -0.4715  13.6312  -0.001  0.0019  -0.0242
Si  8.3968  2.8378  13.7643  0  -0.0002  -0.0266
Si  5.2654  5.1037  13.6612  -0.0048  0.0005  -0.0263
Si  8.3631  8.1438  13.7373  -0.0002  0.0036  -0.0284
Si  6.9154  -9.8788  15.8906  0.0021  -0.0025  -0.0487
Si  7.0114  -8.13  19.8483  -0.0046  0.0052  -0.0398
Si  34.3474  30.5488  19.8896  -0.005  -0.0024  -0.0436
Si  -25.9597  -1.4102  23.5346  -0.0018  -0.0023  -0.0521
Si  -1.4602  6.3304  20.267  -0.0004  0.0021  -0.0376
Si  -0.1635  2.6176  18.2176  0.0057  -0.0068  -0.0377
Si  -9.9502  20.8873  16.1099  -0.0164  0.0083  -0.0409
Si  3.2089  41.2206  22.3381  -0.0011  0.004  -0.0617
Si  -30.2782  49.7174  18.5109  -0.0002  0.0015  -0.0439
Si  8.1187  0.4009  21.5203  0.0049  0.0027  -0.0482
Si  -23.038  45.3911  23.765  -0.0051  -0.0022  -0.0405
Si  -16.7702  12.3243  18.3919  -0.0012  0.0021  -0.0432
Si  5.4745  6.9429  18.7558  0.002  -0.0003  -0.0472
Si  9.7822  20.3307  19.9479  -0.0003  -0.0001  -0.0396
Si  -14.8193  17.2972  16.0154  -0.0008  0.0046  -0.0531
Si  -31.5767  25.5683  23.4175  0.0006  -0.003  -0.0517
Si  -4.0479  27.1127  21.1273  0.0063  -0.0041  -0.0431
Si  -9.9314  15.2282  20.4279  -0.0048  -0.0004  -0.0546
Si  -28.1778  20.4978  19.9072  0.0061  0.004  -0.0377
Si  19.5306  37.2892  17.8473  -0.0018  0.0031  -0.0422
Si  2.4062  12.3899  16.7384  0.0036  0.002  -0.0455
Si  -1.6521  21.7676  17.6051  0.0058  -0.0055  -0.0487
Si  -16.6734  28.491  23.1638  0.0038  -0.0047  -0.0491
Si  23.2189  17.7504  15.6867  0.0028  -0.0009  -0.043
O  -15.7297  1.4725  17.1566  -0.0059  -0.0008  0.0339
O  -12.9921  24.6694  24.6087  -0.0057  0.0059  0.0196
O  0.6584  -10.9834  14.7265  -0.0027  -0.0093  0.0425
O  12.4725  14.996  21.9046  0.001  -0.0034  0.0415
O  10.0534  11.4312  24.6169  0.0102  -0.0087  0.0204
O  -3.8367  10.234  22.1423  -0.0075  -0.0101  0.0306
O  1.1532  42.447  25.2086  0.0021  -0.0033  0.0153
O  8.7684  9.8282  18.7454  0.004  -0.0023  0.0253
O  3.7904  7.0359  22.2685  0.0042  -0.002  0.019
O  -29.6084  -2.0788  23.9267  -0.0075  -0.0004  0.0537
O  -1.3853  31.0581  14.0821  0.0014  -0.0027  0.0084
O  -10.541  15.9187  24.1855  -0.0095  0.0149  0.0369
O  -9.8184  41.0593  16.045  -0.0012  0.013  0.0061
O  11.1312  6.0158  14.9984  0.0088  0.0054  0.0202
O  -1.2354  23.1816  18.2763  0.0023  0.0041  0.0135
O  23.8701  26.6159  19.3854  -0.0069  -0.0032  0.021
O  -3.0876  7.517  15.1592  -0.0064  -0.0091  0.0219
O  -3.8107  3.7451  21.1062  -0.0008  0.0068  0.0208
O  -20.2732  7.3445  19.1746  -0.0013  0.0093  0.0175
O  -11.7297  3.9051  17.4935  0.0015  -0.0013  0.0168
O  -5.0527  16.6943  15.0196  0.011  0.0062  0.0225
O  9.5365  -3.9635  25.0645  -0.0001  -0.0002  0.0087
O  -9.8225  13.0757  17.2888  -0.0065  0.0042  0.0195
O  0.2865  35.6826  19.737  0.006  0.0112  0.0245
O  0.4404  20.6201  19.571  -0.0007  -0.0027  0.0181
O  7.5565  12.1748  20.2798  0.006  -0.01  0.0237
O  5.9412  0.1366  14.9523  0.0123  0.0058  0.0239
O  8.1195  -21.6697  16.4609  0.0163  -0.0033  0.0277
O  2.3611  25.1073  24.3055  0.0118  -0.0086  0.0314
O  27.72  27.3722  22.4135  -0.0114  0.009  0.031
O  -17.7063  9.3093  14.1181  0.0041  -0.0021  0.0074
O  15.9571  21.8429  19.2562  -0.0016  -0.0064  0.0162
O  2.7247  -8.7495  15.2864  -0.0066  -0.009  0.0339
O  -4.6338  -14.7291  17.3344  -0.0107  0.002  0.0347
O  -15.6134  5.8653  19.7488  0.0073  -0.0079  0.0287
O  -4.9842  8.1069  23.2819  0.0036  0.0048  0.0172
O  -18.7608  20.3102  19.2639  0.0015  -0.0009  0.0186
O  -15.9405  32.3047  24.3941  -0.0108  0.0118  0.0323
O  8.2604  38.7219  21.3412  -0.0057  0.0004  0.0146
O  -8.2163  7.0446  14.6535  -0.0125  -0.0029  0.0246
O  9.4173  21.2999  21.163  -0.009  0.0077  0.0216
O  4.1691  -17.7901  14.1542  0.0008  -0.0027  0.0098
O  15.6502  16.9995  24.6226  0.0052  -0.0098  0.0306
O  4.2261  20.4653  21.5336  -0.0071  -0.0076  0.0346
O  -9.066  19.4891  21.506  0.01  -0.0018  0.0309
O  -23.7308  5.9132  18.7856  0.0062  0.0065  0.0252
O  14.4439  12.6754  17.8204  0.013  -0.0043  0.0206
O  16.3535  30.1647  19.4869  -0.0041  0.0075  0.018
O  -13.1693  23.2255  22.6098  0.0091  0.0066  0.0333
O  -11.0562  38.1361  20.6557  0.0023  -0.001  0.0162
O  -23.1359  -17.8294  14.2475  -0.0014  -0.0029  0.0094
O  -30.4225  -0.1179  16.6756  0.0002  0.0039  0.0165
O  -2.9778  59.6332  16.5248  0.0086  -0.0084  0.0255
O  18.6799  36.1517  18.6281  -0.007  -0.0062  0.0237
O  -3.3075  13.1356  15.0698  -0.005  -0.0112  0.0221
O  -1.1898  51.4526  20.3404  -0.0002  -0.0005  0.0079
O  10.5388  10.2267  16.9937  0.004  0.0023  0.01
O  -6.9309  17.3656  18.4938  0.0014  0.0026  0.0125
O  -10.819  13.4443  23.2345  -0.0017  0.0016  0.0202
O  6.7047  4.2839  25.2687  -0.0009  0.0014  0.0073
O  12.7782  6.0168  16.9813  0.0053  0.0027  0.0289
O  -5.4204  13.4909  19.3997  0.0109  0.0012  0.012
O  -28.5915  12.3723  25.1283  -0.0002  0.0003  0.0041
O  -24.6473  19.8939  24.3673  0.0099  -0.0113  0.0305
H  -0.8231  1.8541  34.7066  0.3161  0.3318  -0.2851
H  0.8325  3.4854  34.7066  -0.2986  -0.2731  -0.2425
H  1.892  -0.8531  34.6899  0.2593  0.3829  -0.2758
H  3.5388  0.7868  34.6899  -0.3273  -0.2442  -0.2456
H  -0.7949  7.3172  34.6786  0.2294  0.2874  -0.2921
H  0.836  8.973  34.6786  -0.378  -0.3101  -0.2243
H  3.5506  6.2369  34.7085  -0.352  -0.2815  -0.2211
H  1.9172  4.5843  34.7085  0.2081  0.3249  -0.3013
H  4.6293  1.8755  34.6887  0.2314  0.3073  -0.2945
H  6.2765  3.5148  34.6887  -0.3653  -0.2819  -0.2251
H  8.998  0.8068  34.713  -0.4136  -0.278  -0.2172
H  7.3563  -0.8376  34.713  0.2218  0.3109  -0.2965
H  4.6325  7.3085  34.7089  0.2932  0.2914  -0.2889
H  6.2757  8.9522  34.7089  -0.3101  -0.2757  -0.2398
H  7.3447  4.5861  34.69  0.2404  0.3642  -0.2828
H  8.9932  6.2235  34.69  -0.3454  -0.2094  -0.2352
H  0.5414  3.206  5.9895  0.4258  0.2136  0.205
H  2.1744  4.8589  5.9895  -0.2328  -0.3092  0.3012
H  3.2503  0.5092  5.9827  0.3367  0.2745  0.24
H  4.8953  2.1508  5.9827  -0.2774  -0.2988  0.2942
H  2.1698  10.3213  6.0116  -0.26  -0.3032  0.3167
H  0.5305  8.6737  6.0116  0.3243  0.309  0.2676
H  4.904  7.5859  6.0075  -0.2193  -0.3305  0.3082
H  3.2522  5.9509  6.0075  0.299  0.3023  0.239
H  7.6153  4.8702  6.0068  -0.2442  -0.2798  0.3273
H  5.9739  3.2252  6.0068  0.4155  0.2066  0.2418
H  10.3497  2.1423  6.0251  -0.2619  -0.3155  0.3113
H  8.6909  0.5144  6.0251  0.3445  0.2789  0.2545
H  5.9898  8.6722  5.9919  0.3286  0.2612  0.2411
H  7.6201  10.3284  5.9919  -0.289  -0.3148  0.2659
H  8.711  5.9583  5.9655  0.2873  0.2784  0.2412
H  10.3586  7.5965  5.9655  -0.1871  -0.4268  0.2611

Results
free energy: -118878.436 eV
free energy less fixed offsets of H -15.71, O -570.45, Si -639.56 eV per atom: -3.236 eV

The program warned: the cutoff lies below the one the program advises for these potential files; the forces do not sum to zero within the program's tolerance; empty levels may hold ghost states of the PAW files; the exchange-correlation potential is rough where the density is thin.
